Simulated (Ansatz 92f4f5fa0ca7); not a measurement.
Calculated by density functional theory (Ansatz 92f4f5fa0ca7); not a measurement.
Periodic cell of 224 atoms, Si132O90B1H1, from a study of silicon, its oxide and their interface. The atomic structure is a simulated model.
Doubt: the cutoff is far below the 930 eV that the study's wrapper takes by default for these files, so forces and energies are approximate.
This geometry differs little from another in the collection (a relaxation step or a small displacement).

Settings
functional: PBE
potential files: Ansatz PAW
basis: plane waves
wave-function cutoff: 580 eV
density cutoff ratio: 5
exchange-correlation grid ratio: 1
k mesh: 1 x 1 x 1, Gamma-centred
self-consistency stop: 5e-08 eV per atom in the density residual
occupations: fixed
spin: none
net charge: 0

Cell vectors (angstrom)
a	10.938	0	0
b	0	10.938	0
c	0	0	32.3307

Atoms and the computed forces on them: element, x, y, z (angstrom), force x, y, z (eV/angstrom)
Si	0.3801	-0.388	24.8996	-0.0338	-0.0167	0.0889
Si	5.2122	0.2104	24.7972	0.0009	-0.0145	-0.0104
Si	2.8624	2.3517	24.7617	0.0005	0.0177	0.0626
Si	7.8342	2.8571	24.7755	0.0066	0.0108	-0.0039
Si	-0.2736	5.6841	24.949	0.0159	-0.0027	0.0035
Si	5.6893	5.1901	24.874	-0.0188	0.0174	0.0489
Si	2.5797	8.2508	24.8774	0.0018	0.0097	-0.02
Si	8.3383	7.7653	24.9977	-0.0236	0.0237	0.0637
Si	1.4147	1.2396	26.2361	-0.0041	0.0047	-0.0191
Si	6.7441	1.3487	26.1916	0.0137	-0.0232	0.0189
Si	4.024	4.0181	26.0669	-0.013	-0.0038	-0.0141
Si	9.5288	3.9718	26.0936	0.0068	-0.0152	0.0173
Si	1.3278	6.8048	26.2502	0.0128	-0.0354	0.0108
Si	6.8275	6.6507	26.3431	0.0035	0.0007	-0.0109
Si	4.1445	9.4952	26.129	0.0188	-0.0091	0.0212
Si	9.5447	9.5037	26.1103	0.0266	0.0055	-0.0379
Si	2.8096	-0.0808	27.5752	-0.0116	0.0062	0.0082
Si	8.2052	-0.0128	27.4972	-0.0051	0.0018	0.0048
Si	0.0201	2.6912	27.5083	0.0089	-0.0136	-0.0007
Si	5.4257	2.7543	27.545	-0.0099	0.0093	0.0106
Si	2.7439	5.4261	27.5209	0.0087	0.0031	0.0013
Si	8.2758	5.3462	27.6011	-0.0107	0.013	0.0078
Si	-0.0144	8.2209	27.5719	-0.0226	0.0171	0.0149
Si	5.5007	8.1732	27.5519	0.0052	-0.0081	-0.0027
Si	4.1018	1.3673	28.9124	0.0787	-0.0581	0.1752
Si	9.5708	1.3673	28.9124	-0.0296	-0.095	-0.2656
Si	1.3673	4.1018	28.9124	-0.0395	-0.1709	-0.1802
Si	6.8362	4.1018	28.9124	-0.1344	-0.3288	0.34
Si	4.1018	6.8362	28.9124	-0.0621	-0.121	-0.1506
Si	9.5708	6.8362	28.9124	0.1177	-0.1802	0.1568
Si	1.3673	9.5708	28.9124	0.0679	-0.0378	0.2576
Si	6.8362	9.5708	28.9124	0.1531	0.0331	-0.1142
Si	0	0	30.2797	0.0497	-0.0052	-0.0244
Si	5.469	0	30.2797	0.0033	0.1163	0.0057
Si	2.7345	2.7345	30.2797	-0.0683	-0.1137	-0.0096
Si	8.2035	2.7345	30.2797	-0.2118	-0.0627	0.0122
Si	0	5.469	30.2797	-0.0337	0.1091	0.0035
Si	5.469	5.469	30.2797	0.0544	0.0116	-0.0204
Si	2.7345	8.2035	30.2797	-0.1704	-0.042	0.0001
Si	8.2035	8.2035	30.2797	-0.0418	-0.0504	-0.0225
Si	1.3673	1.3673	31.6469	-0.0293	0.0456	0.0045
Si	6.8362	1.3673	31.6469	0.1237	-0.0756	0.003
Si	4.1018	4.1018	31.6469	-0.0028	0.0218	-0.0235
Si	9.5708	4.1018	31.6469	0.0362	-0.026	-0.0453
Si	1.3673	6.8362	31.6469	0.0862	-0.0657	-0.0066
Si	6.8362	6.8362	31.6469	-0.0325	0.0232	-0.0029
Si	4.1018	9.5708	31.6469	0.0346	-0.0393	-0.047
Si	9.5708	9.5708	31.6469	0.0203	-0.0118	-0.0185
Si	2.7345	0	0.6835	-0.0005	-0.0163	0.0143
Si	8.2035	0	0.6835	-0.1064	0.0495	0.0117
Si	0	2.7345	0.6835	-0.0266	0.008	0.0422
Si	5.469	2.7345	0.6835	-0.0068	-0.0193	0.0021
Si	2.7345	5.469	0.6835	-0.0909	0.0737	-0.0006
Si	8.2035	5.469	0.6835	-0.0098	0.0144	0.0159
Si	0	8.2035	0.6835	0.0006	-0.0076	0.0035
Si	5.469	8.2035	0.6835	-0.0116	0.0286	0.0437
Si	4.1018	1.3673	2.0507	0.0357	0.0555	0.0531
Si	9.5708	1.3673	2.0507	0.0399	-0.0462	-0.0549
Si	1.3673	4.1018	2.0507	0.1685	0.0563	-0.0446
Si	6.8362	4.1018	2.0507	0.0096	0.0175	0.0695
Si	4.1018	6.8362	2.0507	-0.0239	-0.1269	-0.0482
Si	9.5708	6.8362	2.0507	0.0345	0.0447	0.0653
Si	1.3673	9.5708	2.0507	-0.0329	-0.0111	0.0565
Si	6.8362	9.5708	2.0507	0.1571	0.0278	-0.0562
Si	0	0	3.418	-0.1896	0.1287	-0.23
Si	5.469	0	3.418	0.1968	0.0774	0.156
Si	2.7345	2.7345	3.418	0.0469	0.4667	-0.3241
Si	8.2035	2.7345	3.418	0.1304	-0.113	0.1364
Si	0	5.469	3.418	0.1952	0.0994	0.1879
Si	5.469	5.469	3.418	-0.4597	0.0508	-0.13
Si	2.7345	8.2035	3.418	-0.0421	-0.2448	0.2387
Si	8.2035	8.2035	3.418	-0.013	0.5077	-0.3745
Si	1.3202	1.4494	4.7152	0.0142	-0.0186	-0.0031
Si	6.8573	1.3758	4.8241	0.0003	-0.0035	0.0134
Si	4.0721	4.1228	4.8195	0.0038	-0.0075	-0.0039
Si	9.5759	4.1178	4.7879	0.0035	-0.0068	0.008
Si	1.363	6.8378	4.8554	-0.0055	0.0091	0.0083
Si	6.7556	6.9388	4.6977	0.0202	-0.0209	-0.0071
Si	4.0851	9.5927	4.7764	-0.008	-0.0081	0.0058
Si	9.541	9.6225	4.7856	0.0286	-0.0181	-0.0027
Si	2.7335	0.1319	6.0014	-0.0069	-0.0042	0.0218
Si	8.2605	0.0774	6.2611	-0.0135	0.0311	-0.0203
Si	0.0466	2.7912	6.1958	-0.0085	0.0325	-0.025
Si	5.5152	2.7858	6.1617	0.0262	0.018	0.0283
Si	2.718	5.4683	6.312	-0.014	0.0035	-0.025
Si	8.1553	5.5922	5.9474	-0.0183	0.0125	0.0399
Si	-0.0128	8.2946	6.1544	-0.0106	0.0084	0.0378
Si	5.4886	8.2989	6.1805	-0.0208	0.0255	-0.0203
Si	3.9804	1.5351	7.4265	0.0273	0.0086	-0.0512
Si	9.881	1.2721	7.5963	-0.0357	-0.0111	0.0022
Si	1.6835	3.7268	7.6493	0.0099	0.029	-0.0126
Si	6.6581	4.5005	7.34	-0.0211	-0.0359	-0.1146
Si	4.392	6.6766	7.4796	-0.004	-0.0029	0.0183
Si	9.251	7.1139	7.3234	0.0358	0.0054	-0.0908
Si	1.1554	10.001	7.3237	-0.0075	-0.0364	-0.1234
Si	7.1055	9.4062	7.552	-0.0171	0.0155	0.0075
O	9.5218	6.7622	24.3916	0.0037	-0.0014	-0.0282
O	4.0473	1.2824	24.2492	0.0016	0.0093	-0.0208
O	8.1648	8.1992	7.9513	0.007	0.0103	0.0202
O	2.8971	2.6558	7.9439	-0.0034	-0.0105	0.0049
O	6.8137	4.0919	24.372	0.0072	-0.009	-0.0088
O	1.4696	9.3903	24.4626	0.0091	-0.0158	-0.0114
O	5.514	5.5459	7.9445	-0.0109	0.0121	0.0249
O	0.0624	0.1098	8.0247	-0.0141	0.0064	0.0275
O	7.629	4.0526	8.5723	0.022	0.0067	0.0448
O	6.5686	10.0277	8.9975	-0.0077	0.0067	0.0131
O	9.857	6.2062	8.5666	0.01	-0.0159	0.0444
O	2.1987	9.4483	8.4645	0.0268	-0.0097	0.0671
O	4.5657	0.7726	8.7698	0.0089	-0.017	0.0329
O	1.0674	3.8713	9.1771	-0.0112	-0.0058	0.0502
O	9.4161	2.0842	8.983	-0.0035	0.0128	0.0091
O	3.8882	7.3777	8.9195	-0.0042	0.0151	0.0036
O	7.2641	8.169	23.7924	-0.0064	0.007	-0.0217
O	8.1256	2.0719	23.3469	0.0116	-0.0073	-0.0242
O	5.1823	5.9108	23.4914	-0.0156	0.0139	-0.0247
O	1.9628	2.8693	23.462	-0.0244	0.0127	-0.0238
O	10.9805	0.271	23.4243	-0.0056	0.0032	-0.0447
O	0.5733	5.1196	23.657	0.0055	-0.0064	-0.0067
O	3.1757	7.6342	23.4634	0.009	-0.0081	-0.0053
O	6.019	10.5242	23.4822	0.0053	-0.0062	0.0066
Si	6.1383	-2.7682	20.4821	-0.0102	0.0035	0.01
Si	4.163	6.7243	22.5304	0.0127	0.0041	-0.0151
Si	-6.7104	15.2616	11.7694	-0.0081	0.0141	0.0078
Si	5.6647	1.6386	12.2712	0.001	-0.01	0.0027
Si	5.9294	0.4632	9.6168	0.005	0.0092	-0.0099
Si	-1.0928	-0.6193	16.3816	-0.0021	-0.0001	0.0013
Si	-0.0283	-0.4512	13.4313	0.0105	0.0058	0.0111
Si	-1.9468	2.2669	21.9647	0.007	-0.021	-0.007
Si	5.455	4.9844	14.298	-0.0049	-0.0007	0.0002
Si	2.8361	3.4282	18.5503	-0.0037	0.0118	-0.0046
Si	2.1541	-2.2771	12.4232	0.011	0.0024	-0.0081
Si	2.0504	5.4629	20.6767	-0.0025	-0.0105	0.0006
Si	8.0815	2.8603	9.5652	0.0014	-0.0194	0.0084
Si	0.1468	8.0666	20.4666	0.0037	0.0127	-0.016
Si	12.8533	3.2112	15.8604	-0.0008	-0.0019	-0.0002
Si	3.8369	-3.3415	14.6432	-0.001	0.0008	0.0023
Si	-1.3612	5.6441	13.9603	-0.0015	-0.0057	0.0035
Si	-2.9019	14.5075	19.3073	0.005	0.0032	0.0048
Si	5.785	3.5333	17.2	-0.0032	0.0023	-0.0042
Si	8.5424	6.532	19.39	-0.0105	0.0017	-0.0123
Si	-3.737	-1.3914	22.9191	0.0189	0.0062	-0.0139
Si	-1.4552	7.169	16.4914	-0.0118	-0.0011	0.0224
Si	7.6423	1.2513	17.5983	-0.0004	-0.0003	0.0016
B	3.0994	0.9411	19.5947	-0.0002	0.0003	-0.0132
Si	12.1242	4.2379	10.7701	-0.0115	-0.0029	-0.0082
Si	5.3791	10.5523	18.7731	0.0043	-0.0075	0.0031
Si	10.0429	10.548	22.262	-0.0146	0.0053	0.0077
Si	-0.6858	-3.0043	12.1994	0.0072	-0.0015	0.0024
Si	1.2618	-0.8964	18.3215	-0.0052	-0.0084	0.0002
Si	2.5217	8.1614	9.3828	0.001	-0.0228	0.0039
Si	-3.1466	3.667	12.6139	0.0068	-0.0006	-0.0038
Si	-0.1274	6.6655	9.7906	0.0165	-0.0127	-0.0162
Si	0.7854	3.7742	22.7574	0.0011	-0.0122	-0.0067
Si	-7.4813	1.3317	14.289	0.0034	0.0012	0.0015
Si	12.1073	6.1073	15.5049	0.0083	-0.0039	0.0073
Si	0.8834	2.2325	13.1712	0.0003	0.0082	0.0001
Si	3.6251	-0.9643	16.3445	0.0007	0.0003	0.001
O	2.317	-1.4118	17.1988	0.0009	0.0023	0.002
O	-2.0307	-5.9973	19.4846	-0.0163	-0.0074	0.0043
O	4.7159	-0.233	17.2922	-0.0015	-0.0011	0.0021
O	-2.0977	6.2075	15.3214	-0.0023	0.002	0.0042
O	0.6442	3.2191	11.9089	0.005	-0.0056	0.0012
O	1.2123	-4.0691	20.8055	-0.0052	0.001	0.0082
O	1.3206	7.083	9.1681	-0.0019	0.0112	0.0097
O	-6.065	2.8398	11.4683	-0.0004	0.0025	-0.0066
O	9.2919	-4.1543	12.8223	-0.0034	-0.004	-0.0019
O	5.0638	-4.394	14.5446	0.0021	-0.0027	-0.0006
O	2.4081	1.6367	13.071	-0.0001	-0.0017	-0.0032
O	4.1712	4.4094	13.4236	0.0058	0.0024	0.0029
O	-4.0746	0.3065	18.7033	-0.0023	0.0014	0.0018
O	3.3295	2.568	15.3489	0.0005	0.0011	0.0028
O	4.3733	8.6852	15.7148	-0.0008	-0.0022	0
O	5.7811	4.3778	15.787	0.002	-0.0014	0.001
O	2.344	7.1504	15.1366	-0.0023	-0.005	-0.0015
O	8.7086	-0.8261	23.0874	0.0006	-0.0034	-0.0045
O	-5.7708	16.4255	11.1234	-0.0058	-0.0204	-0.0061
O	2.0138	4.8227	15.9951	-0.0069	0.0109	-0.0055
O	6.666	4.0618	18.5131	0.0036	-0.0004	0.0077
O	1.2034	4.2167	21.264	0.0123	0.0241	-0.0094
O	4.2699	3.5334	17.7778	0.007	-0.0001	-0.0001
O	6.9269	1.7297	9.4667	-0.0038	-0.0105	-0.0036
O	0.8999	-3.3249	12.5391	-0.0068	-0.0002	-0.0025
O	-0.6545	3.0811	22.5192	-0.0093	-0.0047	0.0133
O	6.4742	2.0926	16.7983	-0.0008	0.0023	0.0038
O	-0.8332	7.92	10.5716	-0.0056	0.0122	0.0054
O	-8.4813	4.9105	19.1747	0.0007	-0.0077	-0.0022
O	20.5738	7.3801	20.2316	0.0025	-0.0001	0.003
O	5.6942	0.3553	11.2383	0.0003	0.0062	0.0162
O	8.6103	6.9129	17.8211	0.0184	0.003	-0.0143
O	-2.9165	2.9805	20.8501	-0.0015	0.0148	-0.0174
O	9.1211	4.1427	13.4674	-0.0002	0.0063	0.0022
O	-9.1981	2.8168	17.4519	-0.0006	-0.0015	-0.0017
O	-0.2304	12.0078	12.8928	-0.0034	-0.0082	-0.0047
O	-1.0771	-1.5198	12.7705	-0.0046	0.0004	-0.0034
O	0.7729	-2.1977	19.1415	-0.0032	0.0009	0.0159
O	2.964	2.3058	19.7281	0.0029	-0.0054	0.0101
O	1.9837	11.1264	19.2989	-0.0023	-0.0022	0.001
O	2.6468	8.7494	10.8786	-0.0051	-0.0045	-0.0041
O	3.527	-2.6891	13.1812	0.003	-0.0046	0.0074
O	5.5309	8.9789	19.1984	-0.0051	0.014	-0.0015
O	-11.0268	-0.299	17.6273	0.0008	0	0.0017
O	8.5386	0.3505	16.5747	0.003	-0.0035	0.0005
O	4.9526	7.6669	21.4667	0.011	0.0011	-0.0005
O	2.7431	4.5391	11.1292	0.023	-0.0028	0.0007
O	-4.224	4.7473	13.2594	-0.0052	0.001	0.0019
O	-6.5896	11.3164	19.7928	-0.0002	0.0006	0.0042
O	-0.2375	10.6057	15.0331	-0.0031	-0.0017	0.0023
O	7.0029	9.2629	21.3332	-0.0104	-0.0101	0.0004
O	0.2436	-5.3417	14.2592	0.0029	0.002	0.0003
O	8.6146	13.2795	18.3713	0.0019	0.0049	0.0086
O	8.2401	3.6043	11.0235	-0.0006	0.0121	0.0183
O	7.1371	2.1676	12.8044	-0.0015	0.002	0
O	-0.1285	-1.6511	21.547	0.0081	-0.019	0.0022
O	1.4968	-0.9066	13.0158	-0.0083	0.0058	-0.002
O	0.1448	6.7619	16.6144	-0.0062	0.0042	-0.0035
O	0.1456	5.492	10.8832	0.0009	-0.0024	-0.0035
O	0.7679	2.7872	14.7422	0.0053	-0.0006	0.0025
O	7.064	6.9186	19.9801	0.0203	-0.0088	-0.0008
O	3.3618	5.6429	21.6222	-0.0032	0.0052	0.0068
O	-1.5869	8.7701	16.2273	0.0069	-0.0087	0.0027
O	3.1171	-0.002	15.1433	0.0012	-0.0011	0.0007
O	-1.3889	0.851	21.3078	-0.0056	0.0207	0.0124
O	-6.0118	1.1755	13.6415	-0.0045	0.0022	-0.0027
H	-6.1428	16.9646	10.4045	0.0029	0.0079	0.0064

Results
free energy: -135270.553 eV
free energy less fixed offsets of B -154.04, H -15.97, O -568.88, Si -635.61 eV per atom: -0.823 eV

The program warned: the cutoff lies below the one the program advises for these potential files; the forces do not sum to zero within the program's tolerance; the exchange-correlation potential is rough where the density is thin.
